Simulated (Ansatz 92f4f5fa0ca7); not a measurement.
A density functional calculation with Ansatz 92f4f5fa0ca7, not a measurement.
Periodic cell of 252 atoms, Si144O100N8, from a study of silicon, its oxide and their interface. The atomic structure is a simulated model.

Settings: functional r2SCAN; potential files Ansatz norm-conserving; basis plane waves; wave-function cutoff 1300 eV; density cutoff ratio 4; exchange-correlation grid ratio 1; k mesh 2 x 2 x 1, shifted by 0.5 0.5 0.5 of a step; self-consistency stop 5e-08 eV per atom in the density residual; occupations Fermi-Dirac, 0.05 eV; spin none; net charge 0.

Cell vectors (angstrom)
a, 10.888, 0, 0
b, 0, 10.888, 0
c, 0, 0, 35.1888

Atoms: element, x, y, z (angstrom)
Si, -0.2382, 0.4642, 0.1091
Si, 2.7753, 2.2572, -0.0217
Si, -0.2856, 5.7898, -0.0275
Si, 3.0649, 7.7725, 0.0974
Si, 5.2341, 0.3779, -0.3212
Si, 8.6408, 2.1362, 0.0802
Si, 5.27, 5.6126, 0.0472
Si, 8.3411, 8.0738, -0.0572
Si, 1.3291, 1.376, 1.5777
Si, 5.4642, 2.7599, 2.6893
Si, 1.3182, 6.7888, 1.3443
Si, 4.174, 9.1845, 1.5545
Si, 6.7537, 1.36, 1.3193
Si, 9.5532, 4.044, 1.2258
Si, 6.7954, 6.8748, 1.3478
Si, 9.5697, 9.5653, 1.2781
Si, -0.0233, 2.8122, 2.7972
Si, 2.7706, -0.1097, 2.7199
Si, 0.0439, 8.2303, 2.6939
Si, 2.6673, 5.3237, 2.6467
Si, 4.0389, 3.9579, 1.2228
Si, 8.0872, -0.0776, 2.6741
Si, 5.5666, 8.0543, 2.9565
Si, 8.1556, 5.4018, 2.6154
Si, 1.3635, 4.0892, 4.157
Si, 4.1095, 1.3408, 4.0338
Si, 1.3792, 9.5196, 4.1192
Si, 4.0496, 6.6796, 4.0884
Si, 6.8035, 4.1096, 4.0583
Si, 9.4681, 1.3431, 4.0284
Si, 6.866, 9.5133, 4.2005
Si, 9.5339, 6.8023, 3.9933
Si, -0.016, 0.0136, 5.4271
Si, 2.74, 2.6806, 5.4437
Si, -0.0072, 5.4893, 5.4352
Si, 2.7232, 8.1201, 5.4309
Si, 5.4506, 0.0159, 5.4557
Si, 8.1464, 2.7227, 5.4038
Si, 5.4402, 5.3974, 5.4791
Si, 8.2277, 8.1255, 5.4794
Si, 1.3557, 1.3496, 6.8128
Si, 4.0808, 4.0403, 6.8316
Si, 1.3497, 6.8222, 6.8177
Si, 4.0788, 9.5111, 6.776
Si, 6.7914, 1.4033, 6.799
Si, 9.5222, 4.0852, 6.7598
Si, 6.8136, 6.7897, 6.8181
Si, 9.5583, 9.5236, 6.8275
Si, 0.007, 2.7623, 8.1476
Si, 2.7269, -0.027, 8.165
Si, 0.0288, 8.1769, 8.2097
Si, 2.7107, 5.4472, 8.1519
Si, 5.4393, 2.7172, 8.2121
Si, 8.1547, 0.0337, 8.1228
Si, 5.4253, 8.1619, 8.1513
Si, 8.1803, 5.4144, 8.1662
Si, 1.3684, 4.1139, 9.5397
Si, 4.0654, 1.3468, 9.5493
Si, 1.4003, 9.5217, 9.5784
Si, 4.0636, 6.7947, 9.5308
Si, 6.7762, 4.1213, 9.5508
Si, 9.5087, 1.4076, 9.4786
Si, 6.76, 9.5823, 9.458
Si, 9.5609, 6.7669, 9.5265
Si, 0.0158, 0.0803, 10.8185
Si, 2.7454, 2.7696, 10.8916
Si, 0.0493, 5.4457, 10.9764
Si, 2.741, 8.118, 10.9646
Si, 5.3943, -0.0288, 10.9259
Si, 8.1258, 2.7378, 10.864
Si, 5.4115, 5.4756, 10.9382
Si, 8.1253, 8.1857, 10.7115
Si, 1.3315, 1.473, 12.2193
Si, 4.1182, 4.0518, 12.3505
Si, 1.4553, 6.7562, 12.4297
Si, 4.048, 9.4986, 12.359
Si, 6.7828, 1.3574, 12.2284
Si, 9.4535, 4.1092, 12.2331
Si, 6.7345, 7.0056, 12.1601
Si, 9.5301, 9.4962, 12.0005
Si, -0.1744, 2.7028, 13.6267
Si, 2.6033, 0.0244, 13.5676
Si, -0.0005, 8.2953, 13.4739
Si, 2.9246, 5.4385, 13.8716
Si, 5.4422, 2.5815, 13.7218
Si, 8.2182, -0.0657, 13.3729
Si, 4.7827, 6.3856, 15.0134
Si, 8.1859, 5.7068, 13.3957
Si, 1.8984, 3.9363, 15.4287
Si, 3.8319, 1.3959, 14.9854
Si, 0.747, 10.0959, 14.7384
Si, 5.5052, 8.2871, 13.7933
Si, 6.7575, 4.9701, 15.0331
Si, 9.8202, 0.8645, 14.7429
Si, 7.154, 9.5607, 14.9951
Si, 9.2788, 7.2704, 14.7518
Si, -16.287, 0.9766, 20.093
Si, 6.5645, 15.7994, 20.5802
Si, -6.0681, -3.2501, 17.7651
Si, 12.2418, 1.3938, 19.039
Si, 7.8248, 2.1931, 21.668
Si, 5.2486, 21.4489, 17.1958
Si, -0.3582, -10.1825, 21.3479
Si, 0.8468, 9.5186, 17.7629
Si, -3.069, 11.7947, 17.1255
Si, 14.9754, 11.1732, 22.6711
Si, 11.2602, -7.09, 18.1161
Si, 1.3478, -11.3031, 23.6281
Si, 3.9111, 16.3048, 22.3824
Si, -0.221, 2.7038, 27.9233
Si, 8.7997, -3.9125, 27.8158
Si, 2.4924, -3.0558, 19.6592
Si, 14.0325, 14.5104, 18.0751
Si, 1.0741, 11.0919, 26.6961
Si, -3.5157, 3.9333, 33.361
Si, -6.3313, 17.8506, 29.7314
Si, -1.7723, -11.8464, 19.1635
Si, -8.3842, -2.2331, 31.1991
Si, 12.9321, -5.8735, 20.2706
Si, 14.0194, 8.5438, 22.396
Si, 11.644, 2.4246, 30.9641
Si, 5.8958, 3.216, 18.2602
Si, -3.238, 4.7392, 29.0641
Si, 14.3493, 2.108, 26.9288
Si, 2.3577, -11.2779, 33.7482
Si, -3.29, -3.6074, 19.204
Si, 11.5816, -0.9543, 29.3655
Si, 4.489, 4.0376, 25.1667
Si, -4.5015, 5.6758, 31.4673
Si, -11.8109, 6.0321, 30.1621
Si, 17.2542, 8.7254, 28.004
Si, 3.3298, 15.8556, 27.6798
Si, 19.8679, 6.2153, 32.86
Si, -12.7842, 16.492, 17.104
Si, -3.762, -0.8755, 32.8554
Si, -4.5582, 12.7787, 24.2668
Si, 1.536, 4.2309, 33.087
Si, 16.0803, -12.0606, 30.4849
Si, 11.3524, 5.6346, 27.6766
Si, 7.8442, -8.919, 28.8294
Si, -12.4261, 22.23, 31.0038
Si, 2.8665, -10.397, 30.861
Si, 14.5323, 6.3424, 32.6585
Si, 17.0131, 11.3733, 26.8601
O, -4.1437, -10.036, 25.4207
O, 0.6389, 5.2737, 33.9188
O, -7.8054, -18.426, 27.9505
O, 1.8499, 2.941, 34.0066
N, 4.1189, 6.6676, 34.3245
O, 6.0278, 9.4065, 31.8415
O, 2.9517, 4.8755, 32.6745
O, 7.6061, -1.9915, 33.9244
O, 11.0404, 1.5005, 26.9298
O, 5.4546, -3.4374, 28.4199
O, 7.8063, 2.4706, 33.8544
N, 9.4167, 6.8951, 34.3887
O, 6.3696, 3.3938, 14.8277
N, 1.7777, 4.1494, 17.1322
O, -4.512, -1.2998, 29.3867
O, -3.3015, -5.7883, 16.4516
O, 0.4218, 14.5877, 14.8038
O, 1.5973, 8.277, 18.4178
O, 10.9537, 0.0906, 22.778
O, 1.1555, 9.4923, 16.1967
O, 4.2799, 0.7125, 16.4094
O, 7.5539, 12.9818, 23.2536
O, 19.9779, 13.4735, 28.0533
O, 26.8589, -9.6552, 23.4836
O, 3.2821, 4.6961, 19.2705
O, 1.5063, 10.8215, 18.4207
O, 9.3885, 12.7382, 21.4502
O, 6.3571, -3.4048, 18.1904
O, -7.4503, -8.0636, 25.4644
O, -2.0619, 4.6389, 33.2099
O, -0.9406, -11.3988, 20.4594
O, -6.5585, 9.5644, 22.8264
O, 8.7618, -4.3579, 18.387
O, 12.6047, 6.5804, 20.2905
O, 2.7315, 2.5423, 15.3273
O, 22.2079, 16.6466, 29.3177
O, 0.6775, 14.7039, 31.7784
N, -4.1054, -0.301, 16.3857
O, 7.8083, -2.6937, 27.4245
O, 5.2199, 5.0732, 21.4774
O, 3.7306, 5.7346, 29.0546
O, -0.3478, 23.1763, 31.5956
O, -1.016, 6.4266, 16.0179
O, -8.9996, 11.0052, 29.6224
O, 6.6222, 5.6945, 29.8709
O, 8.3481, 11.2042, 18.5346
O, 4.2894, 0.61, 21.0944
O, 4.4488, 5.0045, 26.4874
O, -16.8495, 1.5021, 27.2229
O, -2.6263, 12.2756, 30.267
O, 0.7383, -6.6117, 19.6488
O, 16.3482, 21.7865, 18.7792
O, 6.4308, 15.4558, 18.9736
O, -15.8515, 25.1089, 24.898
O, 3.9499, 7.4371, 19.0948
O, 0.0581, -6.7561, 27.2501
O, -3.4032, 3.7148, 21.1909
O, 10.1466, -23.2507, 18.0211
O, 11.072, 13.076, 18.2336
O, 4.3913, -15.1836, 16.6104
O, 3.6425, 7.0188, 22.4877
O, 11.8469, 1.3051, 20.6049
O, 13.4869, -6.2203, 21.7513
O, -1.0158, 4.3477, 17.5695
O, -8.5783, 1.9495, 31.2617
O, 7.5087, 6.5935, 32.2444
O, 15.3335, 0.3017, 30.4809
O, 2.7279, 2.1953, 18.7554
O, 13.3889, -1.8658, 34.3898
O, 7.2424, 0.776, 27.9727
O, 6.905, 11.9565, 20.9019
O, 5.7749, -1.1072, 26.9097
O, 6.9189, 14.19, 28.9562
O, 19.0085, 19.6365, 19.6192
O, 10.123, 10.3654, 29.9466
O, 7.241, -4.4934, 20.5199
O, 13.4467, 0.7823, 26.9594
O, -4.5279, 4.7216, 34.3687
O, 5.2654, -8.4251, 19.5405
O, 2.7008, 19.7782, 20.8554
O, -1.8141, 1.246, 16.1679
O, 4.0876, 4.8814, 23.8752
O, 12.0848, 8.6175, 30.1946
N, 2.5598, 10.1819, 32.062
O, 0.4738, 2.5998, 29.3876
O, 0.6536, 9.8959, 27.7386
O, 15.4788, 3.545, 17.3224
O, 17.8527, 2.2624, 17.4961
O, 0.9625, 10.5463, 25.1915
O, -10.0774, 10.9816, 34.0412
O, -0.7828, -4.4429, 31.7111
O, -0.6334, -15.0602, 27.0881
O, -2.3903, -0.3293, 32.1474
O, 2.586, 11.4477, 23.2115
O, 9.0002, -6.18, 30.0027
O, 7.9986, 16.4335, 27.7026
O, 1.9935, -5.1137, 27.1796
O, 23.605, 19.8306, 23.2973
O, 17.4673, -6.7642, 31.9574
O, 5.1274, 9.7815, 35.5221
N, -16.9197, -15.4043, 31.4352
O, -2.6702, 8.3591, 15.4076
O, 4.5775, 9.1014, 17.1053
N, 3.5463, 0.8079, 34.448
O, 6.2497, 11.1619, 33.602
O, 2.4737, 7.3807, 32.191
N, 3.9343, 8.5389, 30.2267
O, 9.1735, 7.229, 29.3867

Results
free energy: -65707.930 eV
free energy less fixed offsets of N -289.75, O -463.61, Si -117.95 eV per atom: -44.130 eV
pressure: -0.19 GPa
stress xx, yy, zz, yz, xz, xy (GPa, positive in tension): 0.78, -0.21, -0.01, 0.46, -0.22, -0.89

Forces (eV/angstrom), in the order of the atoms: element, x, y, z
Si, 0.0025, -0.0514, 0.0332
Si, 0.0498, -0.0447, 0.0454
Si, -0.0596, 0.063, 0.0641
Si, -0.0958, -0.0761, -0.0402
Si, -0.0416, 0.0516, 0.1283
Si, -0.0458, -0.0666, -0.0105
Si, -0.1072, 0.0346, 0.0463
Si, 0.0312, -0.0396, 0.0896
Si, -0.0378, -0.0204, 0.0105
Si, -0.0164, 0.0307, -0.0162
Si, 0.0238, 0.0848, -0.0242
Si, 0.042, 0.0381, 0.0736
Si, -0.0119, 0.0238, 0.061
Si, -0.0311, -0.0285, 0.0622
Si, -0.0283, 0.0153, 0.0271
Si, 0.0435, 0.0528, 0.0238
Si, 0.0005, -0.0189, -0.016
Si, -0.0347, -0.0219, -0.0385
Si, -0.0356, 0.0141, 0.0029
Si, -0.0218, -0.0161, 0.0281
Si, 0.0359, -0.0561, 0.0116
Si, -0.0171, -0.0292, -0.0263
Si, 0.0374, 0.0287, -0.0199
Si, 0.0106, 0.0422, -0.0034
Si, -0.0205, 0.0394, -0.0215
Si, 0.0408, -0.0138, -0.0071
Si, 0.0024, -0.0177, 0.0131
Si, -0.0075, -0.0047, -0.0281
Si, 0.0177, -0.0039, 0.0161
Si, -0.0235, 0.0374, -0.0278
Si, 0.0381, -0.027, 0.0126
Si, 0.0141, -0.0152, -0.0085
Si, -0.0034, -0.004, -0.0005
Si, 0.0213, -0.0122, -0.0275
Si, -0.0468, 0.0232, -0.0011
Si, -0.0205, -0.0017, 0.0101
Si, 0.0032, 0.0066, -0.0037
Si, 0.0226, 0.0002, 0.0247
Si, 0.0116, 0.0076, -0.0106
Si, 0.0236, -0.009, -0.0053
Si, -0.035, 0.0164, -0.0078
Si, -0.0181, 0.0109, -0.0086
Si, 0.0073, -0.0115, -0.0026
Si, 0.0012, -0.0257, -0.0031
Si, -0.0046, 0.0025, -0.0033
Si, 0.0034, -0.0058, 0.0039
Si, 0.0023, 0.0214, -0.003
Si, -0.0073, -0.041, 0.0038
Si, 0.0118, -0.0115, 0.001
Si, -0.0067, -0.0099, -0.0029
Si, 0.0036, 0.0477, 0.0044
Si, 0.0066, -0.011, 0.0036
Si, -0.0144, 0.0069, -0.0017
Si, 0.013, 0.004, 0.0061
Si, 0.0106, -0.0066, 0.0012
Si, -0.0127, 0.0047, -0.0025
Si, -0.0022, 0.0141, -0.0087
Si, 0.0171, -0.0048, 0.0043
Si, -0.0115, -0.0068, -0.0007
Si, 0.0046, -0.0003, -0.0111
Si, 0.0112, -0.0088, -0.0235
Si, 0.0122, -0.0096, 0.009
Si, -0.0422, 0.0091, 0.0174
Si, 0.014, -0.0092, 0.0146
Si, -0.0039, -0.0276, -0.0261
Si, 0.0168, -0.0066, -0.0144
Si, -0.0146, 0.0124, -0.0177
Si, -0.0189, 0.0078, 0.02
Si, 0.0089, -0.0291, 0.0217
Si, -0.0196, -0.0083, 0.0163
Si, -0.0215, 0.0209, -0.0189
Si, 0.0181, -0.0045, -0.0129
Si, -0.0267, 0.0157, 0.0632
Si, 0.0123, 0.0172, 0.0078
Si, -0.0278, 0.008, -0.0179
Si, 0.0148, 0.0225, -0.007
Si, 0.0324, 0.0123, -0.0317
Si, 0.0721, -0.002, 0.0251
Si, 0.0062, -0.0422, 0.0102
Si, 0.0212, 0.0142, 0.0166
Si, -0.0822, -0.06, -0.0188
Si, -0.0071, -0.0185, 0.0105
Si, 0.021, 0.0995, 0.0003
Si, 0.0128, -0.0312, -0.0046
Si, 0.029, -0.0762, 0.0063
Si, 0.0276, 0.0196, 0.0069
Si, 0.0397, -0.0946, 0.0169
Si, -0.0261, 0.0053, -0.0226
Si, 0.0685, 0.0203, -0.1749
Si, 0.0202, -0.0243, -0.1618
Si, -0.0298, 0.0073, -0.1624
Si, -0.0398, 0.0311, 0.0127
Si, -0.0494, 0.0724, -0.0414
Si, 0.1248, 0.0464, -0.1014
Si, -0.0088, -0.0446, -0.0513
Si, -0.0149, 0.0207, -0.1335
Si, 0.017, 0.0001, -0.1522
Si, 0.0196, 0.0154, -0.1623
Si, 0.0073, -0.0799, -0.1778
Si, 0.0453, 0.0137, -0.0992
Si, 0.0131, 0.0054, -0.1588
Si, 0.006, -0.0252, -0.1475
Si, -0.0095, 0.0132, -0.1619
Si, -0.0166, -0.0298, -0.1452
Si, 0.017, -0.0251, -0.178
Si, 0.0101, -0.0002, -0.1565
Si, 0.02, 0.005, -0.1316
Si, -0.0466, 0.0269, -0.1103
Si, -0.0071, -0.0258, -0.1926
Si, 0.0502, 0.0202, 0.1389
Si, 0.019, -0.0038, 0.0766
Si, 0.0142, -0.006, -0.1543
Si, -0.0507, 0.0289, -0.1554
Si, -0.0167, -0.0643, 0.0406
Si, 0.0315, 0.0471, 0.1195
Si, 0.013, 0.0282, 0.225
Si, -0.0125, 0.0075, -0.1266
Si, 0.0454, 0.0223, 0.1384
Si, -0.0081, -0.0446, -0.1604
Si, -0.0094, -0.0388, -0.1601
Si, 0.0443, 0.0261, 0.181
Si, 0.0149, -0.0204, -0.1011
Si, -0.0541, 0.0214, 0.0761
Si, -0.0197, -0.023, 0.0681
Si, 0.0541, 0.0151, 0.0792
Si, 0.0178, 0.0116, -0.1142
Si, 0.0392, -0.0471, 0.1722
Si, 0.0158, 0.0512, -0.077
Si, -0.0092, 0.0288, 0.2232
Si, 0.0419, 0.0286, 0.1703
Si, -0.0153, -0.0386, 0.1362
Si, -0.0049, 0.0909, 0.1222
Si, 0.123, 0.0478, 0.238
Si, -0.0073, 0.0307, -0.1199
Si, 0.0354, -0.038, 0.2328
Si, 0.0503, 0.0083, -0.1157
Si, -0.0239, 0.0232, 0.1839
Si, -0.0766, -0.0505, 0.1942
Si, -0.0134, 0.0443, 0.1069
Si, 0.0051, 0.0074, 0.1394
Si, 0.0287, -0.0392, 0.1928
Si, 0.0094, -0.0579, 0.1863
Si, -0.0281, -0.0098, 0.1366
Si, 0.018, -0.0306, 0.0535
O, -0.0088, -0.0088, 0.0181
O, 0.0166, -0.0438, -0.071
O, 0.0013, -0.0395, -0.0499
O, -0.0802, 0.0804, -0.0652
N, 0.0725, 0.0433, -0.1082
O, -0.058, -0.0073, -0.1107
O, 0.0273, -0.0062, -0.0923
O, -0.0139, 0.0743, -0.1328
O, 0.0099, 0.0083, -0.0178
O, 0.0447, 0.0197, -0.1032
O, 0.0068, 0.0833, -0.1076
N, -0.0026, -0.0364, -0.1533
O, 0.0015, -0.0159, -0.0404
N, -0.0941, -0.0238, 0.1669
O, 0.0158, -0.0144, -0.1054
O, 0.0047, -0.043, 0.0975
O, 0.0027, 0.0512, 0.0476
O, 0.0363, -0.0337, 0.076
O, 0.0493, -0.0389, 0.0942
O, -0.0042, -0.0033, 0.1674
O, 0.0093, -0.0208, 0.0967
O, -0.0493, -0.0113, 0.1041
O, -0.0043, 0.0201, -0.0427
O, 0.0148, 0.0093, 0.0618
O, 0.0082, 0.0572, 0.0935
O, 0.0008, 0.0363, 0.0645
O, -0.0118, 0.0085, 0.0435
O, 0.0235, -0.0042, 0.0587
O, -0.001, 0.0037, 0.0048
O, -0.0137, -0.0731, -0.0911
O, 0.02, 0.0281, 0.0876
O, -0.0047, 0.0087, 0.0499
O, -0.0421, 0.0007, 0.0614
O, 0.0169, -0.0122, 0.0553
O, -0.0488, 0.037, 0.1157
O, 0.0292, -0.0067, -0.0899
O, -0.0181, -0.0578, -0.1036
N, -0.0167, 0.0505, 0.0936
O, -0.014, 0.0295, -0.0338
O, -0.0688, -0.004, 0.0901
O, -0.0269, -0.075, -0.1036
O, -0.0113, -0.0065, -0.0474
O, -0.0289, -0.0294, 0.1093
O, -0.0246, 0.0195, -0.0755
O, 0.0664, -0.0279, -0.1213
O, 0.0113, -0.0152, 0.0604
O, -0.05, -0.0269, 0.0993
O, 0.0037, -0.0314, -0.0287
O, -0.0108, 0.0148, -0.0284
O, -0.0424, 0.058, -0.0941
O, 0.0228, 0.0183, 0.0979
O, 0.0042, 0.0389, 0.1041
O, -0.0008, 0.0225, 0.0763
O, -0.0137, 0.0166, 0.0233
O, -0.045, -0.0003, 0.1022
O, 0.0017, -0.0204, -0.0358
O, 0.0153, -0.0529, 0.0578
O, -0.0131, 0.0244, 0.0486
O, -0.0132, -0.0493, 0.0469
O, 0, 0.1146, 0.1002
O, -0.0115, 0.0187, 0.0521
O, -0.0321, -0.0081, 0.0722
O, 0.0453, 0.0232, 0.0901
O, 0.0078, -0.0324, 0.0338
O, 0.008, 0.0047, -0.0552
O, -0.0692, -0.0004, -0.0896
O, 0.0538, 0.04, -0.0748
O, -0.0077, -0.0311, 0.0377
O, 0.0446, -0.0286, 0.009
O, -0.0142, -0.0095, -0.0687
O, 0.0134, 0.015, 0.0661
O, 0.0042, 0.0451, -0.0446
O, 0.0323, -0.0301, -0.0242
O, -0.0162, 0.002, 0.0247
O, 0.0067, -0.019, -0.0628
O, -0.0096, -0.0176, 0.0432
O, 0.0297, 0.0361, -0.0165
O, -0.0063, -0.0231, -0.0661
O, 0.0128, -0.0327, 0.0941
O, 0.0131, 0.0328, 0.1098
O, -0.1062, -0.0196, 0.1636
O, 0.008, -0.0371, 0.1195
O, -0.0803, 0.0269, -0.0817
N, 0.0019, -0.0482, -0.1273
O, -0.0415, 0.0227, -0.1697
O, -0.0032, 0.0359, -0.0866
O, 0.0033, 0.0112, 0.0549
O, -0.0096, 0.0516, 0.069
O, 0, 0.0111, 0.0402
O, 0.0382, -0.0174, -0.0498
O, 0.0051, -0.0223, -0.082
O, 0.0094, -0.0192, -0.0564
O, 0.0229, 0.0409, -0.0816
O, 0.0016, 0.0029, 0.0467
O, -0.0244, -0.0532, -0.0399
O, 0.0118, -0.0086, -0.0511
O, 0.0202, -0.035, -0.0364
O, -0.0105, 0.0096, 0.0594
O, 0.0012, -0.0166, -0.0819
O, 0.0684, 0.0014, -0.0208
N, 0.036, -0.0361, -0.0949
O, 0.0075, -0.0171, 0.0587
O, -0.0341, -0.0176, 0.0637
N, -0.0371, 0.0122, -0.0506
O, 0.0663, -0.056, -0.1037
O, -0.0316, 0.054, -0.0538
N, 0.0193, 0.0418, -0.0976
O, -0.0212, 0.0179, -0.0786
